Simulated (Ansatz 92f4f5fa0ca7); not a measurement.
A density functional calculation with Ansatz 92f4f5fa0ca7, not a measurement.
Periodic cell of 442 atoms, Si288O154, from a study of silicon, its oxide and their interface. The atomic structure is a simulated model.
Doubt: the cutoff is far below the 930 eV that the study's wrapper takes by default for these files, so forces and energies are approximate.

Settings: functional PBE; potential files Ansatz PAW; basis plane waves; wave-function cutoff 580 eV; density cutoff ratio 5; exchange-correlation grid ratio 1; k mesh 1 x 1 x 1, Gamma-centred; self-consistency stop 5e-08 eV per atom in the density residual; occupations fixed; spin none; net charge 0.

Cell vectors (angstrom)
a	15.4687	0	0
b	0	15.4687	0
c	-6.1556	-0.6859	33.4156

Atoms and the computed forces on them: element, x, y, z (angstrom), force x, y, z (eV/angstrom)
Si	-6.1826	-0.9986	24.4547	-0.0611	-0.07	-0.3566
Si	-6.1038	3.5913	24.6499	0.0344	-0.0162	-0.1709
Si	-6.1089	6.674	24.5389	0.0286	-0.1837	-0.1757
Si	-6.1094	-4.0847	24.6382	-0.1338	0.0299	-0.2998
Si	-2.295	-1.3075	24.6083	0.1625	0.7116	0.0244
Si	-2.1918	3.4406	24.6052	0.1619	0.094	-0.3675
Si	-2.3014	6.5653	24.5185	0.0883	0.0485	-0.3315
Si	-2.4099	-3.7431	24.3699	-0.1883	-0.6867	-0.3516
Si	1.4944	-0.3398	24.6299	0.0163	0.1369	-0.3868
Si	1.5759	2.8038	24.538	0.0008	-0.1415	-0.2869
Si	1.5217	7.4199	24.5881	-0.0586	0.1251	-0.1852
Si	1.6582	-4.9138	24.5687	-0.0165	-0.1976	-0.2695
Si	-10.062	-1.0762	24.5978	-0.1035	-0.1148	-0.3133
Si	-9.849	3.5039	24.5094	-0.0389	-0.0038	-0.0986
Si	-10.0704	6.627	24.4973	-0.041	-0.1948	-0.1733
Si	-10.1118	-4.197	24.5678	-0.0498	0.1553	-0.2337
Si	-4.2318	-0.7252	25.8553	-0.1626	-0.054	-0.1949
Si	-4.1522	3.2352	25.9308	-0.081	0.0425	-0.2122
Si	-4.1962	6.9846	25.8886	-0.0221	0.0103	-0.1161
Si	-4.1434	-4.3855	25.888	-0.117	0.0224	0.0097
Si	-0.4231	-0.7273	25.9597	0.0787	-0.007	-0.0396
Si	-0.2938	3.186	25.9595	0.0211	-0.0442	-0.133
Si	-0.4066	7.0792	25.8992	-0.0139	-0.0209	-0.1315
Si	-0.4644	-4.5071	25.6669	0.3041	0.012	-0.0804
Si	3.4746	-0.7164	25.92	-0.0718	0.0262	-0.1443
Si	3.5834	3.1216	25.7981	0.0602	0.0589	-0.2771
Si	3.4904	6.9767	25.8721	-0.0021	0.0542	-0.1659
Si	3.5045	-4.5914	25.9982	0.0051	0.0287	-0.1419
Si	-8.0884	-0.7129	25.8618	-0.0045	-0.0292	-0.0739
Si	-8.0296	3.269	25.9762	0.0111	0.0328	-0.152
Si	-8.1032	7.0232	25.8255	0.0288	-0.0064	-0.2555
Si	-8.1116	-4.4767	25.8737	0.0005	-0.011	-0.2287
Si	-4.221	1.2437	27.205	0.051	0.0039	-0.0088
Si	-4.1815	5.1299	27.3355	0.0408	-0.022	0.187
Si	-4.1949	9.0296	27.1493	-0.0048	-0.0765	-0.0439
Si	-4.245	-2.57	27.3487	0.1206	0.0703	0.1166
Si	-0.3998	1.2337	27.2905	-0.0899	0.039	0.0823
Si	-0.2949	5.1425	27.2771	0.0302	0.0287	0.1026
Si	-0.4548	9.0555	27.1864	-0.0187	-0.0227	-0.0468
Si	-0.3251	-2.6854	27.2468	-0.0741	0.0299	-0.0199
Si	3.5713	1.2355	27.244	-0.0263	-0.0107	0.0737
Si	3.4778	5.0501	27.2293	0.0117	-0.0487	0.0148
Si	3.5629	8.9143	27.2726	0.0463	-0.0604	0.1061
Si	3.4434	-2.6321	27.3029	-0.0553	-0.0148	0.1384
Si	-8.0753	1.2506	27.2131	0.0028	-0.0025	0.0005
Si	-8.08	5.1677	27.3262	-0.0372	0.1028	0.1202
Si	-8.0879	8.9948	27.1764	-0.0003	-0.0034	-0.0632
Si	-8.1071	-2.5937	27.3075	-0.0089	-0.0298	0.0622
Si	-6.1484	1.249	28.591	-0.0185	-0.0392	0.0161
Si	-6.1381	5.1354	28.6773	-0.007	-0.0094	-0.0396
Si	-6.1401	8.9964	28.5419	-0.0031	0.0205	0.0302
Si	-6.179	-2.6107	28.6891	-0.0483	-0.026	-0.0557
Si	-2.3263	1.2513	28.6428	0.081	0.0093	0.0111
Si	-2.2309	5.1265	28.6585	-0.0992	0.0158	-0.0559
Si	-2.3285	9.0049	28.6152	0.0779	0.0567	0.0134
Si	-2.2612	-2.6132	28.6434	-0.089	0.0476	-0.0946
Si	1.5916	1.2386	28.6023	0.0211	-0.0267	-0.0562
Si	1.6011	5.1038	28.6592	-0.0163	-0.0183	0.0001
Si	1.5478	8.9787	28.5621	0.0022	0.0329	-0.088
Si	1.546	-2.6463	28.6787	0.0732	-0.0519	-0.0063
Si	-9.9843	1.2455	28.6248	-0.0718	0.0134	0.0284
Si	-10.0557	5.1161	28.6278	0.0987	0.0127	-0.0575
Si	5.492	8.9673	28.6276	-0.1002	-0.0225	0.0235
Si	-10.063	-2.6119	28.6439	0.0791	0.0309	-0.0574
Si	-6.1583	-0.6605	30.0084	0.0206	-0.0294	-0.0427
Si	-6.1546	3.1719	29.9967	-0.0075	0.0538	-0.0348
Si	-6.1489	7.09	29.9912	0.0383	-0.0483	-0.0374
Si	-6.1567	-4.5762	29.9939	0.0081	0.0498	-0.051
Si	-2.2852	-0.6825	30.0073	0.0318	-0.0193	-0.0283
Si	-2.2875	3.1856	30.008	-0.0276	0.0107	-0.0263
Si	-2.2848	7.0696	30	0.0123	-0.0284	-0.0356
Si	-2.2939	-4.5461	30.004	-0.0384	0.0096	-0.0333
Si	1.5754	-0.6826	29.9996	-0.02	-0.0298	-0.0338
Si	1.5806	3.1597	30.0016	-0.0488	0.0485	-0.0407
Si	1.5752	7.0647	29.9847	0.0025	-0.0641	-0.0154
Si	1.5759	-4.5924	30.0004	0.0191	0.0552	-0.0252
Si	-10.0229	-0.6801	30.0063	-0.0027	-0.0225	-0.046
Si	-10.019	3.1813	29.9966	-0.0102	0.0092	-0.0409
Si	5.4459	7.043	30.0038	0.0064	-0.0048	-0.0275
Si	-10.0214	-4.5582	29.9949	0.0021	0.0022	-0.0252
Si	1.9314	-0.001	3.4163	-0.0254	-0.0386	0.0178
Si	1.935	3.8352	3.4143	0.029	0.0127	0.0479
Si	1.9408	7.7286	3.4017	0.0053	-0.0024	0.0553
Si	1.9456	-3.8588	3.4248	0.0004	-0.0107	0.0205
Si	5.8019	0.0385	3.423	0.0018	-0.0482	0.0435
Si	5.7948	3.824	3.4206	0.0043	0.0587	0.0359
Si	5.7947	7.7643	3.4038	-0.0023	-0.0327	0.0633
Si	5.8003	-3.8688	3.4147	-0.0109	0.0367	0.0476
Si	9.6681	0.0149	3.4208	-0.0038	-0.0194	0.0398
Si	9.6654	3.8568	3.4271	-0.027	0.0219	0.0571
Si	9.6614	7.7393	3.4039	-0.0129	-0.0053	0.0835
Si	9.6581	-3.8496	3.4362	-0.0047	0.0008	0.0364
Si	-1.9336	0.0311	3.4225	0.019	-0.0595	0.0202
Si	-1.9282	3.8016	3.4185	-0.0005	0.0693	0.027
Si	-1.9283	7.7381	3.4022	0.0238	-0.0336	0.0529
Si	-1.9363	-3.8821	3.4085	0.0063	0.0239	0.0109
Si	1.8689	1.9063	4.814	0.0796	-0.0031	0.0128
Si	1.9836	5.7815	4.7382	-0.052	-0.0198	0.0047
Si	1.9354	9.6571	4.7704	0.0586	0.023	0.0006
Si	2.004	-1.9174	4.7936	-0.1124	0.0597	0.0661
Si	5.7873	1.928	4.8771	-0.0118	-0.0184	0.0877
Si	5.7776	5.7983	4.6981	-0.0219	-0.025	0.0046
Si	5.7952	9.6829	4.8096	-0.0156	-0.0256	0.0851
Si	5.7978	-1.9111	4.7422	0.0571	-0.0151	0.0218
Si	9.7243	1.9272	4.8273	-0.0597	0.0174	-0.0105
Si	9.6149	5.8089	4.7652	0.0915	-0.0013	-0.0012
Si	9.6659	9.6631	4.7858	-0.0262	-0.0513	-0.0305
Si	9.6022	-1.8961	4.8039	0.0784	0.0466	0.0784
Si	-1.9295	1.9101	4.8932	-0.0186	0.0325	0.0905
Si	-1.9065	5.7648	4.6951	-0.0107	-0.0486	0.0648
Si	-1.9298	9.6607	4.793	-0.0172	-0.0023	-0.0023
Si	-1.9393	-1.9247	4.7216	-0.0249	0.0355	0.0579
Si	0.0029	1.8682	6.3121	0.0168	0.059	0.0122
Si	0.0433	5.7129	6.0384	0.0499	-0.0628	-0.0905
Si	0.0162	9.6292	6.1445	0.0051	-0.0765	0.0497
Si	0.0085	-1.9467	6.058	0.1059	-0.063	-0.1818
Si	3.757	1.8759	6.2155	0.0216	0.067	-0.0749
Si	3.9087	5.7826	6.1165	0.0627	0.0363	-0.0405
Si	3.8392	9.6923	6.1747	0.0105	0.0143	-0.0109
Si	3.9621	-1.8474	6.1945	-0.0538	-0.0285	-0.0013
Si	7.8091	1.9367	6.2045	-0.0486	-0.0206	-0.0721
Si	7.6327	5.8281	6.1039	-0.0193	0.0959	0.0029
Si	7.7456	9.6723	6.1768	0.0152	-0.0234	0.0001
Si	7.6391	-1.8681	6.1994	-0.0202	0.0028	-0.0067
Si	-3.8563	1.9472	6.3113	-0.0156	-0.0214	0.0293
Si	-3.8517	5.7736	6.0158	-0.0683	-0.0086	-0.0769
Si	-3.8691	9.6478	6.1512	-0.001	-0.0101	0.0025
Si	-3.8783	-1.8735	6.0821	-0.0389	0.0433	-0.2625
Si	0.0796	-0.1761	7.5978	-0.045	-0.0748	0.058
Si	0.029	3.9051	7.5909	0.0621	0.063	-0.042
Si	-0.0102	7.605	7.3975	0.1135	0.0008	0.0423
Si	0.0646	-3.8554	7.4302	-0.1629	0.0318	0.1169
Si	3.8797	0.0145	7.74	-0.0587	-0.0486	-0.1366
Si	3.841	3.8585	7.4935	-0.0956	-0.1008	-0.0038
Si	3.8854	7.7068	7.4862	-0.0378	0.0692	0.0383
Si	3.8718	-3.7901	7.5251	0.0459	-0.0767	0.0413
Si	7.621	0.0522	7.6655	0.0894	0.0078	-0.1248
Si	7.7516	3.9332	7.4888	0.0984	-0.0519	-0.0673
Si	7.6738	7.7201	7.5541	-0.215	0.046	0.0788
Si	7.7154	-3.8389	7.5188	-0.0216	-0.0325	0.1691
Si	-3.8655	-0.0676	7.6225	0.1109	-0.0115	0.048
Si	-3.8648	4.0005	7.5766	0.1019	0.1171	0.0064
Si	-3.8452	7.6411	7.4347	0.0076	-0.0708	-0.0909
Si	-3.8862	-3.8058	7.3745	0.0368	-0.0757	0.1439
Si	1.976	-0.9121	8.9083	-0.0347	0.7537	0.249
Si	1.971	4.2562	8.9621	-0.0641	0.1469	0.4846
Si	1.9298	7.3754	8.7462	-0.0255	0.0561	0.3545
Si	1.9333	-3.3319	8.7878	0.1363	-0.753	0.1678
Si	5.751	0.9579	8.9857	0.1252	-0.7234	0.684
Si	5.7996	3.3388	8.6727	-0.1134	0.8019	0.1433
Si	5.6987	8.1307	8.9649	-0.0861	-0.0336	0.38
Si	5.7913	-4.1252	8.8939	0.0574	-0.0209	0.2822
Si	-5.8642	-0.4243	8.8829	-0.041	-0.1839	0.4536
Si	-5.8438	4.7242	8.7424	0.0247	-0.6808	0.2375
Si	-5.7945	7.1424	8.6433	-0.0139	0.6433	0.0421
Si	-5.7622	-3.5445	8.7782	-0.0568	0.0749	0.2314
Si	-1.8763	-0.5887	8.8886	-0.0775	-0.029	0.4621
Si	-1.8822	4.5906	8.8042	-0.0572	-0.0967	-0.0767
Si	-1.9039	7.0734	8.6784	0.1151	0.2926	0.227
Si	-1.9381	-3.6575	8.6566	-0.0179	-0.0468	0.4541
Si	-4.222	-0.6859	31.3668	0.0089	0.0173	0.0336
Si	-4.222	3.1813	31.3668	-0.0099	-0.0097	0.0202
Si	-4.222	7.0485	31.3668	0.0107	0.1263	-0.0134
Si	-4.222	-4.553	31.3668	-0.0463	-0.044	0.0183
Si	-0.3548	-0.6859	31.3668	0.0193	0.1486	0.0639
Si	-0.3548	3.1813	31.3668	0.029	-0.1259	0.0396
Si	-0.3548	7.0485	31.3668	0.0376	0.1105	-0.0169
Si	-0.3548	-4.553	31.3668	-0.0201	-0.1369	0.0054
Si	-11.9563	-0.6859	31.3668	-0.0274	0.0571	0.0073
Si	-11.9563	3.1813	31.3668	0.0413	-0.1009	-0.02
Si	3.5124	7.0485	31.3668	-0.0558	0.187	-0.0477
Si	-11.9563	-4.553	31.3668	0.0116	-0.1442	-0.0273
Si	-8.0891	-0.6859	31.3668	-0.027	0.0643	0.0668
Si	-8.0891	3.1813	31.3668	0.013	-0.0283	-0.0111
Si	-8.0891	7.0485	31.3668	0.0457	0.0274	-0.0433
Si	-8.0891	-4.553	31.3668	-0.0045	-0.0712	-0.0349
Si	-4.222	1.2477	32.7341	0.0376	-0.0142	0.0057
Si	-4.222	5.1149	32.7341	-0.0481	-0.0366	-0.0078
Si	-4.222	-6.4866	32.7341	0.0484	0.0073	0.0177
Si	-4.222	-2.6195	32.7341	-0.0632	0.0194	-0.0003
Si	-0.3548	1.2477	32.7341	0.0028	-0.011	0.0313
Si	-0.3548	5.1149	32.7341	-0.0086	-0.033	-0.028
Si	-0.3548	-6.4866	32.7341	-0.0016	0.0184	0.0311
Si	-0.3548	-2.6195	32.7341	0.0222	0.0194	-0.0259
Si	-11.9563	1.2477	32.7341	-0.0193	-0.0063	0.0207
Si	3.5124	5.1149	32.7341	-0.0268	-0.0344	-0.0249
Si	-11.9563	-6.4866	32.7341	0.0151	-0.001	0.0329
Si	3.5124	-2.6195	32.7341	-0.0036	0.0288	-0.0152
Si	-8.0891	1.2477	32.7341	-0.0339	-0.0094	0.0314
Si	-8.0891	5.1149	32.7341	0.0776	-0.0108	-0.0135
Si	-8.0891	-6.4866	32.7341	-0.0497	0.0313	0.0237
Si	-8.0891	-2.6195	32.7341	0.0551	-0.0041	-0.0162
Si	0	1.9336	0.6857	0.0732	0.0108	-0.0488
Si	0	5.8008	0.6857	-0.0378	0.0197	0.0218
Si	0	-5.8008	0.6857	0.0608	-0.0159	-0.0197
Si	0	-1.9336	0.6857	-0.052	-0.0019	0.0134
Si	3.8672	1.9336	0.6857	0.01	0.0137	-0.0564
Si	3.8672	5.8008	0.6857	0.0184	0.0219	0.0237
Si	3.8672	-5.8008	0.6857	-0.0135	-0.0139	-0.0295
Si	3.8672	-1.9336	0.6857	0.0093	-0.0195	0.023
Si	7.7343	1.9336	0.6857	-0.004	0.0083	-0.053
Si	7.7343	5.8008	0.6857	-0.029	0.0209	0.0305
Si	7.7343	-5.8008	0.6857	-0.0004	-0.0002	-0.0276
Si	7.7343	-1.9336	0.6857	-0.0105	-0.0169	0.0267
Si	-3.8672	1.9336	0.6857	-0.0732	0.0023	-0.0389
Si	11.6015	5.8008	0.6857	0.0489	0.034	0.0081
Si	-3.8672	-5.8008	0.6857	-0.0515	-0.0091	-0.0059
Si	11.6015	-1.9336	0.6857	0.0415	-0.0169	-0.0019
Si	0	0	2.053	-0.015	0.0574	-0.019
Si	0	3.8672	2.053	0.0299	-0.168	-0.0414
Si	0	7.7343	2.053	0.0464	0.0457	-0.1351
Si	0	-3.8672	2.053	0.0777	0.043	0.0245
Si	3.8672	0	2.053	0.0126	0.1879	0.0025
Si	3.8672	3.8672	2.053	-0.0126	-0.2681	-0.0594
Si	3.8672	7.7343	2.053	0.0096	0.1198	-0.1982
Si	3.8672	-3.8672	2.053	0.0247	-0.0747	-0.0648
Si	7.7343	0	2.053	0.0043	0.2123	0.0045
Si	7.7343	3.8672	2.053	-0.0104	-0.2414	0.0331
Si	7.7343	7.7343	2.053	-0.0514	0.098	-0.131
Si	7.7343	-3.8672	2.053	0.0169	-0.0403	0.0016
Si	-3.8672	0	2.053	-0.0037	0.0744	0.0191
Si	-3.8672	3.8672	2.053	-0.0194	-0.1485	0.0523
Si	11.6015	7.7343	2.053	-0.0152	0.0255	-0.0736
Si	-3.8672	-3.8672	2.053	-0.115	0.0027	0.0402
Si	-11.4032	3.9654	18.3136	-0.104	-0.0376	0.0248
Si	2.4279	3.1044	11.9106	0.1606	0.0818	0.1554
Si	1.5776	-5.6882	10.8873	0.1353	-0.1451	0.0767
Si	-3.8816	2.0066	15.5997	-0.0103	-0.0039	0.1267
Si	5.4627	4.0783	11.6552	0.0769	-0.0091	0.4709
Si	5.3704	7.1028	12.0418	0.0015	0.1661	0.4375
Si	3.5913	-1.9749	13.627	0.0645	-0.0481	0.2791
Si	2.9986	8.6424	13.3931	0.1353	-0.0869	0.3224
Si	9.3321	0.7969	11.7758	-0.0418	-0.2129	0.397
Si	-6.4489	3.3162	17.0074	0.0035	-0.0279	0.0537
Si	-9.3873	5.8838	18.9611	0.0214	-0.0108	0.0142
Si	5.847	-3.3101	11.896	-0.022	-0.079	0.4312
Si	-2.1316	3.6258	10.9553	-0.1614	0.0633	0.1072
Si	-3.4022	5.6166	12.8186	-0.0417	0.1238	0.2783
Si	-3.7221	8.6993	12.7045	0.0167	-0.1257	0.3168
Si	-3.8223	-0.2152	13.4703	-0.0531	-0.1542	0.1785
Si	6.9577	9.5658	12.5117	0.0607	-0.0195	0.3554
Si	-2.1159	4.3077	15.0087	-0.0176	0.1039	0.245
Si	-1.5356	9.4359	10.7749	-0.1213	0.0831	0.0843
Si	-1.3274	0.812	11.7436	-0.0254	-0.0014	0.2317
Si	1.4789	0.4055	18.6222	0.0566	-0.0039	0.0238
Si	-3.6483	0.8485	18.2146	0.0482	-0.0735	-0.0495
Si	-1.5134	8.1631	16.7881	0.0196	-0.0721	0.0325
Si	3.8605	-4.5935	15.3056	-0.038	-0.0183	0.0975
Si	-9.0947	-0.0053	19.7506	-0.203	-0.1554	-0.2452
Si	4.8123	0.5208	14.8284	-0.0589	-0.1223	0.1938
Si	-5.3533	2.6863	19.8844	0.0514	0.2064	-0.2634
Si	9.4948	9.4576	10.8154	0.0025	0.0558	0.1338
Si	-5.0662	3.5561	11.504	0.1218	0.0109	0.178
Si	0.912	4.1885	14.4248	-0.0023	0.0891	0.2671
Si	8.0874	-3.611	13.8942	0.0843	0.0547	0.2067
Si	6.3615	1.2717	12.1071	0.027	0.0962	0.306
Si	-6.585	6.138	17.9804	-0.0192	-0.0786	0.086
Si	-8.2124	0.9035	16.8464	-0.0042	-0.0487	0.0352
Si	1.6843	0.0424	12.0177	-0.0323	-0.1146	0.2827
Si	-4.5627	-2.7774	14.7425	-0.0727	0.0409	-0.0016
Si	-7.7371	-2.6819	19.0628	-0.0405	0.0299	-0.0597
Si	2.5096	2.1968	16.2084	0.073	-0.0232	0.1609
Si	-0.7366	-3.0311	20.5794	0.1193	0.0822	-0.4876
Si	1.0402	7.1879	15.4581	0.0247	0.1079	0.1525
Si	-2.6076	7.5012	21.5393	-0.0045	-0.189	-0.4044
Si	-2.4491	1.0684	22.5157	0.1135	0.1887	-0.1199
Si	-0.0931	6.1634	20.0424	-0.0019	0.0695	-0.3012
Si	-8.64	-4.1334	16.5223	0.0261	0.0385	-0.014
Si	3.0619	-5.0239	18.2085	-0.0353	0.0222	-0.0519
Si	-1.3559	-0.0003	19.8789	0.1792	-0.1256	-0.3605
Si	-4.2947	5.4393	19.9486	0.0641	-0.0319	-0.2298
Si	-5.935	-1.057	17.0831	-0.0453	0.0296	-0.0452
Si	-6.5861	-6.4506	22.6706	0.137	0.0697	-0.172
Si	-5.6624	1.3095	22.4483	-0.0955	0.0435	-0.0664
Si	-6.4661	-6.2704	17.2424	-0.0271	0.0932	-0.0498
Si	-5.9809	-4.9943	20.119	-0.0374	0.2597	-0.3291
Si	1.4498	-2.6997	22.4481	0.0821	0.153	-0.1147
Si	1.025	8.239	18.2836	0.0108	-0.026	-0.0405
Si	-3.8116	-5.6712	15.5665	-0.0041	-0.0268	-0.0001
Si	1.9043	-2.5573	19.4913	-0.0721	0.0015	-0.309
Si	-2.0184	5.4165	17.9056	0.0819	-0.0005	0.0148
Si	-11.5629	1.3974	20.0362	-0.037	-0.0152	-0.3297
Si	-11.695	5.8686	20.4385	0.0106	-0.0249	-0.3099
Si	1.5737	5.1434	22.3591	0.0437	-0.0032	-0.0814
Si	-10.5848	8.4466	19.6341	-0.2221	-0.2119	-0.3905
Si	-3.0954	-4.8265	21.3024	0.0305	0.057	-0.4756
Si	-9.9118	1.2076	22.3444	-0.1208	0.0173	-0.1704
Si	-9.6887	8.969	22.5609	-0.0896	0.0193	-0.0763
O	-8.8408	0.8374	21.143	0.0348	0.0486	0.2444
O	-10.0737	4.8408	17.8791	0.0379	0.0305	-0.0073
O	1.9423	3.3394	10.3621	-0.0797	0.1924	-0.4806
O	1.9656	5.8622	9.4888	0.0046	-0.092	-0.6105
O	1.9625	-4.255	10.2035	0.0064	0.4297	-0.3146
O	5.6458	4.2816	10.0568	0.0517	-0.3299	-0.4012
O	5.723	0.733	10.6879	-0.0729	0.1197	-0.8028
O	5.4826	7.3452	10.4253	0.0733	0.1536	-0.4012
O	-9.7923	-6.4412	20.9335	0.0728	0.0598	0.3811
O	5.6179	-5.7191	9.3678	0.1839	-0.0015	-0.3968
O	5.9442	-3.1692	10.273	-0.0109	-0.1643	-0.531
O	9.4809	0.6258	10.1646	0.0187	-0.125	-0.3008
O	9.6656	-2.0128	9.4788	-0.0689	0.2512	-0.6204
O	4.5926	-2.4054	12.4044	0.0667	-0.0313	-0.1578
O	-5.0899	-0.2489	12.4493	-0.0929	0.0915	-0.1345
O	-5.6893	8.0653	10.03	0.0189	-0.2436	-0.0896
O	-1.7764	0.2956	10.2739	-0.0509	-0.1164	-0.3102
O	-6.5384	4.9482	16.8408	0.0103	0.0039	-0.0657
O	-1.72	7.9697	10.0821	-0.0805	-0.2404	-0.1383
O	-1.9427	-2.1762	9.4445	0.0943	0.2134	-0.6136
O	1.9557	-0.3332	10.4664	0.0224	-0.2939	-0.4211
O	1.0462	7.2169	19.551	-0.0677	-0.0582	0.0646
O	-1.2905	7.0134	20.725	-0.0333	0.0617	0.179
O	1.8142	1.0728	17.1734	-0.012	0.0055	-0.0635
O	-5.9039	-5.6426	18.6317	0.0398	0.0207	0.2173
O	-1.9386	4.4366	16.6191	-0.004	-0.0145	-0.0593
O	-2.3989	6.9161	17.377	-0.0166	0.0514	-0.0222
O	3.8986	7.4784	12.672	0.0466	-0.0363	-0.2117
O	-1.1639	-1.4731	20.5032	-0.0121	0.0054	0.1634
O	-5.1937	2.8109	16.1152	0.0245	0.0362	-0.0828
O	-9.4798	2.4974	23.2369	-0.0503	0.0965	0.1886
O	-10.9651	2.6971	19.2444	0.0299	-0.0301	0.072
O	-6.1306	1.697	20.9223	0.0259	-0.1369	0.3266
O	-2.9728	2.9681	14.669	0.0122	-0.0306	-0.1257
O	-2.1113	-0.3377	23.2591	0.0334	-0.4009	0.1722
O	-2.4158	9.4661	12.1374	0.1743	0.0332	-0.2497
O	3.1244	5.0029	19.1814	0.0302	0.0702	0.1273
O	5.6689	-4.9127	12.2469	-0.0013	0.0005	-0.1118
O	1.6804	7.5583	16.9318	-0.0193	-0.0262	-0.0194
O	-0.0625	-3.2125	22.0608	-0.0385	0.0109	0.1838
O	-0.6942	4.1463	14.2744	0.0539	-0.0557	-0.1292
O	-3.0985	4.8867	18.9845	-0.0573	-0.0161	0.0737
O	-8.1485	-6.5199	23.0522	-0.0295	0.0131	0.0953
O	1.28	5.6055	15.1534	-0.0097	-0.0971	-0.0468
O	-3.9951	1.9671	19.34	-0.0931	0.0466	0.0928
O	1.4873	1.218	23.9865	0.0824	-0.0412	0.6707
O	4.3281	-1.0334	14.7379	-0.0013	0.0057	-0.0565
O	1.4938	3.7438	23.1747	0.0067	-0.0437	0.1956
O	-10.3356	-5.1581	23.2294	0.0366	-0.06	0.0974
O	-1.9691	-4.0577	20.3824	-0.0453	-0.0443	0.1734
O	2.2696	-2.34	21.0738	-0.0193	-0.0334	0.2546
O	-4.2871	0.6901	14.7475	0.0048	0.0034	-0.1445
O	-1.9678	2.4037	23.3256	-0.0599	-0.0326	0.2601
O	-2.5276	-6.0744	16.4873	0.0165	0.0351	0.0278
O	-9.6765	7.4775	18.6638	-0.0278	0.0747	0.0696
O	-3.6891	8.8029	14.3053	-0.0376	-0.0538	-0.2206
O	-5.921	-5.159	23.3977	-0.0028	-0.0301	0.0747
O	-6.1971	-2.578	23.89	0.1342	-0.0905	0.6687
O	-2.8514	-4.3918	22.8593	0.1673	0.3955	0.6792
O	-11.3441	1.583	21.6364	0.074	-0.0154	0.1994
O	1.2473	6.425	23.3026	-0.0144	0.0481	0.1059
O	-6.4232	-6.2391	21.0692	-0.0598	-0.2132	0.33
O	-8.7435	-3.3439	17.9478	0.0278	0.0137	0.0667
O	-10.1052	-0.1023	23.2764	0.0333	-0.0232	0.1504
O	-6.1358	2.5173	23.4169	-0.0302	-0.0218	-0.0111
O	-2.9542	-6.439	21.1033	-0.0211	0.0118	0.1761
O	-2.9344	5.5892	14.3908	-0.059	-0.0498	-0.1712
O	-2.3768	7.4978	23.1467	0.0791	-0.1286	0.381
O	-6.775	7.5971	17.2944	-0.0138	-0.0416	-0.0469
O	3.5497	1.4815	15.1864	0.0262	0.0078	-0.0579
O	1.4412	-1.3313	23.3158	-0.0252	-0.0373	0.1201
O	3.0186	-3.5326	18.8399	0.0138	0.0309	0.0782
O	5.3542	-4.3287	15.8844	0.0104	0.0074	-0.0427
O	2.3832	-5.8121	12.2895	-0.1297	0.1237	-0.3149
O	-8.5832	-1.5535	19.8946	0.0349	0.0715	0.0323
O	-9.9284	5.0593	23.8957	-0.1454	0.1742	0.5674
O	2.3319	-1.125	12.9939	-0.1344	0.1334	-0.1882
O	3.2138	-3.3443	14.4539	0.0211	0.0376	-0.0811
O	-7.7942	5.7154	18.9936	0.0435	0.0282	-0.011
O	-0.0067	-5.7449	11.2051	-0.0349	0.0068	-0.0196
O	3.0956	5.3664	21.8089	-0.0053	-0.0261	0.1186
O	-5.5996	-4.661	9.9825	-0.0445	-0.1015	-0.0723
O	-1.1575	2.4504	11.5887	-0.0271	0.0425	-0.1007
O	-6.489	-2.0044	18.2764	0.0073	-0.0196	0.0603
O	-6.1399	5.1081	23.9411	0.0501	0.0597	0.5964
O	-0.5833	5.3879	18.6828	0.0603	0.0179	0.1301
O	9.6587	-3.2081	13.7649	-0.059	-0.018	-0.0391
O	-11.0412	-5.7695	18.6998	0.0638	-0.0895	0.1298
O	-3.6935	7.1217	12.3195	-0.0067	0.0054	-0.0895
O	-2.0605	-4.8383	9.8033	-0.0037	0.0358	-0.1756
O	-2.2328	4.9859	23.944	0.0258	0.0705	0.5705
O	-11.8129	7.4915	20.1787	0.0035	0.0069	0.1578
O	7.6389	-3.2199	15.4232	-0.0031	0.0077	-0.0937
O	7.8352	-5.2337	13.7293	-0.0588	-0.066	-0.1254
O	2.0816	-3.9386	23.2872	0.0058	-0.0917	0.199
O	-5.118	-2.0039	16.0597	0.024	-0.0182	0.0071
O	3.9257	9.5258	14.4024	-0.0438	-0.0551	-0.136
O	2.3232	1.2173	19.7558	0.0405	0.022	0.0831
O	-4.5463	-4.4024	20.6501	0.0474	-0.0145	0.1745
O	-2.1894	4.9464	11.9429	0.0645	-0.1291	-0.1769
O	-3.0004	1.5493	16.8949	-0.0267	0.0127	-0.0011
O	-10.7296	0.0676	19.5241	0.0735	0.0242	0.057
O	-10.0698	5.5373	20.4269	-0.0796	0.049	-0.0102
O	-10.0922	-2.6311	23.9675	-0.0189	-0.0149	0.6113
O	2.9167	-4.8932	16.5958	-0.0204	0.0182	-0.0019
O	-7.8528	-5.5414	16.778	0.0366	-0.0792	0.0342
O	9.6605	2.3237	12.2389	-0.0066	0.0887	-0.0138
O	-0.0853	0.5459	19.0152	-0.1267	-0.0145	0.11
O	-5.285	6.2334	18.9362	0.0152	0.0156	0.0402
O	-3.8001	6.4664	21.1021	-0.0201	0.0874	0.1484
O	1.352	2.926	15.3499	-0.0949	0.0502	-0.1056
O	-4.97	4.1079	20.6174	-0.0275	-0.0783	0.0508
O	9.4722	4.1128	10.2934	0.005	0.2567	-0.2455
O	-5.9119	7.6269	23.1865	-0.0701	0.0256	0.1392
O	-3.6506	2.9628	10.9209	0.0804	0.1304	-0.1342
O	-4.0543	1.1728	22.3911	0.0182	-0.0153	-0.0455
O	-7.1081	-3.7907	20.0911	0.0553	-0.119	0.0989
O	7.8088	0.5402	12.302	0.0257	-0.0534	-0.1568
O	1.6263	-6.4885	23.9611	-0.0533	0.0093	0.6341
O	-2.4669	0.3938	12.8296	0.1133	0.1007	-0.1776
O	-3.7057	-4.0928	15.172	0.0264	0.0097	0.0337
O	0.0697	0.1483	12.2745	-0.05	0.0066	-0.1117
O	-1.6874	1.0538	21.07	-0.1421	0.1068	0.3699
O	1.5807	4.04	12.9477	-0.0017	-0.0457	-0.1525
O	1.9098	-1.1677	18.635	-0.0001	-0.0971	0.0816
O	-2.5792	-0.1846	18.831	-0.0274	0.0188	0.1002
O	-9.5935	0.6489	16.0455	0.0039	0.0194	-0.0356
O	1.7798	7.9893	14.2572	-0.0024	0.0639	-0.1546
O	-4.9844	0.0484	17.7885	-0.0035	-0.0093	0.0569
O	7.9136	9.535	11.1918	0.0409	0.0149	-0.2106
O	1.8194	-5.906	18.7518	-0.0016	0.0187	0.0268
O	5.7055	5.5342	12.3702	0.0235	-0.1137	-0.2081
O	5.4212	0.8866	13.3727	0.0685	0.0345	-0.241
O	-8.388	0.6948	18.4589	-0.0029	0.0302	0.1104
O	-4.7673	4.7419	12.5869	-0.04	-0.0594	-0.0971
O	-7.7547	2.4487	16.5377	0.0135	0.0396	-0.0643
O	3.2761	3.3803	17.032	0.0244	0.0357	-0.0382
O	-6.292	3.0033	18.5982	0.0467	-0.0506	0.1556
O	-0.5596	7.6212	15.54	-0.015	0.0018	-0.0486
O	7.2108	-2.8522	12.7197	-0.0396	0.056	-0.1387
O	3.9854	3.5414	12.0534	-0.1202	0.0123	-0.0997
O	-10.332	7.5864	23.1598	0.0364	0.0508	0.0899
O	2.3227	1.5202	12.3025	-0.0195	-0.0134	-0.0658
O	-6.2683	-0.0919	23.0446	0.0252	-0.0647	0.3081
O	-0.5104	8.6846	17.9601	-0.0054	0.0364	0.0164
O	-7.1244	-0.2124	16.3386	0.0474	0.0014	-0.056
O	-5.0736	9.4149	12.166	-0.1148	0.0313	-0.2078
O	-5.2711	-5.9647	16.1955	-0.0059	0.0028	-0.0219
O	-3.5664	-1.7625	13.9384	-0.0137	0.0888	-0.0223
O	0.5268	5.1044	21.1054	0.1051	-0.0788	0.265
O	1.974	8.5112	9.9439	0.0165	-0.0297	-0.1349
O	6.5169	2.913	12.1325	0.0503	0.0347	-0.1179
O	0.414	-3.2612	19.4265	-0.0546	0.0195	0.1196
O	6.4601	8.0522	12.8394	-0.034	0.0032	-0.1933

Results
free energy: -270673.728 eV
free energy less fixed offsets of O -568.88, Si -635.61 eV per atom: -10.528 eV

The program warned: the cutoff lies below the one the program advises for these potential files; the forces do not sum to zero within the program's tolerance; the exchange-correlation potential is rough where the density is thin.
